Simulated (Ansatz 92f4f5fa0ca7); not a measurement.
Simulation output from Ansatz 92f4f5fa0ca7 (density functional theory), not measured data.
Periodic cell of 225 atoms, Si135O82H8, from a study of silicon, its oxide and their interface. The atomic structure is a simulated model.
This geometry differs little from another in the collection (a relaxation step or a small displacement).

Settings: functional r2SCAN; potential files Ansatz PAW; basis plane waves; wave-function cutoff 800 eV; density cutoff ratio 5; exchange-correlation grid ratio 1; k mesh 1 x 1 x 1, Gamma-centred; self-consistency stop 5e-08 eV per atom in the density residual; occupations fixed; spin none; net charge 0.

Cell vectors (angstrom)
a 10.938 0 0
b 0 10.938 0
c 0 0 31.807

Atoms and the computed forces on them: element, x, y, z (angstrom), force x, y, z (eV/angstrom)
Si 0.4774 10.4275 24.4418 -0.0018 0.0019 0.0013
Si 5.9252 10.3915 24.4473 -0.0006 0.002 -0.0007
Si 2.2454 3.1626 24.331 0.0056 -0.0009 -0.0042
Si 7.475 3.0918 24.1913 -0.0084 -0.0009 0.002
Si 0.3737 4.9985 24.2773 -0.0026 -0.0011 -0.0009
Si 5.8986 5.0257 24.4391 -0.007 0.0061 0.0002
Si 2.201 8.6773 24.4452 0.0019 0.0009 -0.0002
Si 7.6832 8.6683 24.4457 0.0008 0.0014 -0.0003
Si 1.3625 1.3593 25.6356 0.0005 0.0006 -0.002
Si 6.7835 1.3335 25.6426 0.004 -0.0055 0.0009
Si 4.0441 4.1015 25.627 0.0049 -0.001 -0.0005
Si 9.486 4.0018 25.4677 0.0042 0.0031 -0.0029
Si 1.301 6.7981 25.6116 -0.0003 0.0014 -0.0019
Si 6.8352 6.8147 25.6952 0.0026 -0.0049 0.0023
Si 4.0699 9.5346 25.6613 -0.0027 0.0013 0.002
Si 9.5457 9.5641 25.6472 0.0022 -0.0009 0.0014
Si 2.7745 0.0409 27.024 0.0029 0.0029 0.0056
Si 8.2374 0.0476 27.0209 -0.0013 0.0032 0.0004
Si -0.0651 2.7048 26.9732 -0.0058 -0.0119 0.0055
Si 5.412 2.7098 27.0146 -0.0113 -0.0048 0.0105
Si 2.7394 5.5128 27.0106 0.0045 0.0015 0.0076
Si 8.2634 5.4513 26.9858 -0.0081 0.0064 0.0034
Si -0.0533 8.1609 27.0181 -0.007 -0.0001 0.0045
Si 5.4259 8.1594 27.0418 -0.002 -0.0043 0.0039
Si 4.1018 1.3673 28.3888 -0.0041 0.0501 0.5396
Si 9.5708 1.3673 28.3888 0.0423 0.1286 0.3891
Si 1.3673 4.1018 28.3888 -0.2311 0.0059 -0.5061
Si 6.8362 4.1018 28.3888 0.0159 -0.0589 -0.4543
Si 4.1018 6.8362 28.3888 -0.2039 -0.1299 0.5194
Si 9.5708 6.8362 28.3888 -0.0264 -0.3324 0.3322
Si 1.3673 9.5708 28.3888 -0.0269 -0.0299 -0.4382
Si 6.8362 9.5708 28.3888 -0.0218 0.0549 -0.354
Si 0 0 29.756 -0.0145 0.0206 -0.0221
Si 5.469 0 29.756 -0.0153 0.044 0.006
Si 2.7345 2.7345 29.756 0.0117 -0.0987 -0.0306
Si 8.2035 2.7345 29.756 0.0005 -0.0459 -0.0104
Si 0 5.469 29.756 -0.0337 0.0391 0.017
Si 5.469 5.469 29.756 -0.0294 0.0013 -0.0213
Si 2.7345 8.2035 29.756 0.0115 -0.0365 -0.008
Si 8.2035 8.2035 29.756 -0.0469 -0.0879 -0.0402
Si 1.3673 1.3673 31.1233 0.0034 0.0337 -0.0036
Si 6.8362 1.3673 31.1233 0.0406 0.0159 -0.0104
Si 4.1018 4.1018 31.1233 -0.0259 0.0096 -0.0097
Si 9.5708 4.1018 31.1233 -0.02 -0.0106 -0.0103
Si 1.3673 6.8362 31.1233 0.04 0.015 -0.0036
Si 6.8362 6.8362 31.1233 0.0003 0.0532 -0.0042
Si 4.1018 9.5708 31.1233 -0.0218 -0.0244 -0.0123
Si 9.5708 9.5708 31.1233 0.0089 -0.0105 -0.0155
Si 2.7345 0 0.6835 0.0503 0.0078 0.0093
Si 8.2035 0 0.6835 -0.0335 0.0204 0.0102
Si 0 2.7345 0.6835 -0.0179 -0.0408 0.0087
Si 5.469 2.7345 0.6835 -0.0146 -0.0491 0.0106
Si 2.7345 5.469 0.6835 0.0183 0.015 0.008
Si 8.2035 5.469 0.6835 0.0301 0.0085 0.0069
Si 0 8.2035 0.6835 -0.0411 -0.0149 0.014
Si 5.469 8.2035 0.6835 -0.0027 -0.0367 0.008
Si 4.1018 1.3673 2.0507 -0.0627 0.0112 0.0487
Si 9.5708 1.3673 2.0507 0.0516 0.0685 -0.0105
Si 1.3673 4.1018 2.0507 0.0683 0.0324 -0.0255
Si 6.8362 4.1018 2.0507 0.0251 -0.0136 0.0381
Si 4.1018 6.8362 2.0507 -0.0156 0.056 -0.0114
Si 9.5708 6.8362 2.0507 -0.045 0.032 0.0505
Si 1.3673 9.5708 2.0507 0.0279 -0.019 0.0473
Si 6.8362 9.5708 2.0507 0.0349 -0.0194 -0.0314
Si 0 0 3.418 0.0112 0.2538 0.4431
Si 5.469 0 3.418 0.0388 -0.2012 0.3888
Si 2.7345 2.7345 3.418 0.0937 0.1477 -0.4472
Si 8.2035 2.7345 3.418 0.2303 0.179 -0.3387
Si 0 5.469 3.418 0.2289 -0.0344 0.3597
Si 5.469 5.469 3.418 -0.0976 0.0195 0.5421
Si 2.7345 8.2035 3.418 0.104 -0.1964 -0.4264
Si 8.2035 8.2035 3.418 -0.1583 0.013 -0.556
Si 1.4002 1.4518 4.8053 0.0056 0.0061 -0.0119
Si 6.8987 1.3804 4.7653 0 0.0047 -0.0026
Si 4.07 4.0519 4.8234 -0.0143 -0.0138 -0.0174
Si 9.5655 4.0888 4.8061 -0.0017 0.009 -0.0063
Si 1.4497 6.831 4.8049 -0.0012 0.0013 -0.0047
Si 6.8542 6.8934 4.7969 0.0149 0.0083 -0.0182
Si 4.0675 9.5106 4.8015 -0.0108 0.0025 -0.008
Si 9.5384 9.5331 4.7626 -0.0013 -0.0065 -0.0057
Si 2.7687 0.0422 6.1298 -0.0008 -0.0005 0.0015
Si 8.2225 -0.0129 6.1544 0.001 -0.0011 0.0031
Si 0.0226 2.8048 6.2569 0.0007 -0.0108 0.0031
Si 5.5404 2.7188 6.1499 -0.0008 0.001 0.0044
Si 2.7451 5.4255 6.2935 0.0073 0.0026 0.0024
Si 8.2843 5.571 6.1456 -0.0036 -0.0039 0.0046
Si 0.0698 8.2514 6.0918 0 0.0013 -0.0007
Si 5.4422 8.1675 6.2458 0.0027 -0.0042 0.009
Si 4.6348 0.8781 7.3611 -0.0013 0.0002 -0.001
Si 10.0762 0.8837 7.372 -0.0014 0.0018 0.0011
Si 0.8301 4.6657 7.6543 0.0022 0.007 0.0079
Si 6.5787 4.502 7.35 0.0132 0.0015 -0.0012
Si 4.7019 6.1794 7.4836 -0.0143 0.0013 0.0007
Si 10.0461 6.6047 7.4663 -0.0045 0.0055 0.0044
Si 0.9145 10.1164 7.3229 0.0048 0.0026 -0.0004
Si 6.356 10.0631 7.381 -0.0002 0.0043 -0.0005
H 9.7323 1.1807 8.7909 0.0001 0.0006 0.0007
H 1.2744 9.7713 8.7215 -0.0031 -0.0021 -0.0002
H 4.2724 1.2037 8.7684 0.0016 -0.0006 0.0005
H 6.6847 9.7641 8.8007 -0.0001 -0.002 0.0016
O 4.3557 6.2108 9.1015 0.0077 -0.0041 -0.0123
O 7.3107 4.0461 8.7866 0.0002 -0.001 -0.0038
O 9.5857 7.4539 8.8326 0.003 -0.0071 -0.0081
O 1.0941 4.2846 9.2626 -0.0049 0.0005 -0.0148
H 5.6002 10.7383 23.0317 0.0009 0 -0.0007
H 8.0181 8.3332 23.0324 0.0002 -0.0001 -0.0025
H 0.1532 10.7615 23.0225 -0.0004 -0.0009 -0.0008
H 2.5556 8.3858 23.0306 -0.0014 -0.0014 -0.0035
O 5.5645 5.6801 22.9705 0.0025 -0.0003 -0.0034
O 7.3199 2.5162 22.6174 0.0028 0.0065 0.008
O 10.7635 5.5394 22.8102 0.0048 -0.0007 0.0085
O 2.808 2.5675 22.8851 -0.0042 0.0051 0.0053
Si 9.895 0.8711 19.7615 0.0029 -0.0011 0.0049
Si 4.105 5.1009 13.2414 0.0005 0.0038 -0.0053
Si 5.5777 8.4863 12.2769 0.0008 -0.0052 -0.0123
Si 1.4347 3.6236 10.6977 0.0019 -0.0004 0.0009
Si 4.8153 1.3028 19.413 -0.0014 0.004 0.0017
Si 6.9187 4.2105 10.3382 0.0044 0.0048 -0.0039
Si 2.3688 5.2292 17.7727 0.005 0.0045 0.0017
Si 9.9879 8.3871 17.4586 0.0051 -0.0007 0.0023
Si 10.2339 6.0743 21.3818 0.0103 -0.0007 0.0018
Si 2.1815 1.0084 14.7576 -0.0002 0.0061 -0.0001
Si 3.0013 7.6499 16.2963 0.0009 -0.0001 0.006
Si 0.6283 3.7107 19.6842 0.0026 0.0048 0.01
Si 9.9452 6.4677 15.1877 -0.0019 0.0092 -0.0013
Si 8.4145 3.6667 12.9041 -0.0029 -0.0104 -0.0091
Si 6.581 2.0843 14.9448 -0.0023 0.0021 0.0016
Si 1.2008 5.613 13.2396 0.0026 0.0001 -0.0067
Si 8.0009 4.8466 17.1251 -0.005 0.0023 0.0024
Si 4.3866 2.9174 11.3702 0.0017 0.0035 -0.0069
Si 4.0067 6.8404 10.5221 0.0002 0.0032 -0.0023
Si 9.6848 8.2458 10.2351 0.0016 -0.0029 -0.0022
Si 8.6829 1.7413 17.0262 -0.0018 0.0001 0.0015
Si 4.9524 5.5452 21.4956 0.0016 -0.0023 0.0101
Si 7.5146 2.2037 21.0253 -0.0003 0.0028 -0.003
Si 7.8491 6.4755 11.993 -0.0036 -0.0019 -0.0115
Si 5.7113 6.129 15.6826 -0.0009 0.0004 0.0044
Si 7.1791 8.6164 16.4951 0.0049 -0.002 -0.0023
Si 4.5836 9.2757 18.2197 -0.0036 -0.0028 0.0029
Si 4.0581 2.8101 16.6254 -0.0018 0.0005 0.0022
Si 8.8285 10.648 11.6188 0.0046 0.002 -0.012
Si 3.1984 7.3595 19.9921 0.0026 -0.0007 0.0048
Si 3.0783 9.2604 13.7486 0.0003 0.0031 -0.002
Si 1.4972 8.1033 11.518 -0.0008 0.0008 -0.0101
Si -0.0182 1.8289 12.4786 -0.0007 0.0042 -0.0018
Si 0.303 8.7075 20.1524 0.0015 0.0011 0.0074
Si 10.6882 10.8497 15.9218 -0.0012 -0.0005 0.0018
Si 3.1822 2.949 21.363 0.001 0.0078 0.0064
Si 7.6727 5.2229 20.1305 0.0017 0.0072 0.0046
Si 6.1663 0.6224 12.2486 0.0053 0.016 -0.0073
Si 8.946 9.1654 14.2513 0.001 -0.0044 0.0027
O 4.4826 8.4817 13.475 -0.0083 -0.0062 0.0102
O 1.9391 8.4183 20.1786 0.0021 0.0039 -0.0031
O 2.222 9.2769 12.3669 0.0023 0.0087 0.0052
O 6.4527 5.0157 16.617 -0.0021 -0.0021 -0.0001
O 10.7304 4.9829 20.2622 0.0064 -0.0012 -0.0061
O 7.5079 3.1616 14.15 0.0008 0.0098 0.0092
O 6.1433 5.692 20.402 -0.001 0.0029 -0.0043
O 8.372 8.2739 17.5421 0.0022 -0.0081 0.0045
O 0.0672 5.5217 14.3959 0.0024 -0.0044 0.0003
O 3.6804 1.6645 20.5162 0.0003 -0.0023 -0.0004
O 6.7744 7.3308 15.617 -0.0011 -0.001 -0.0108
O 4.9742 1.4233 11.5086 -0.0043 0.0022 -0.0004
O 3.2832 8.939 17.2765 0 0.0069 -0.0022
O 4.1286 5.8564 11.808 0.0012 -0.0002 0.0037
O 8.418 5.3009 12.9816 0.0044 -0.0017 0.0065
O 7.817 3.3814 11.4101 -0.0011 -0.0094 0.0026
O 3.4874 4.2757 17.0555 0.0001 0.0034 -0.002
O 4.608 10.702 18.9648 0.0003 0.0026 -0.0042
O 2.8561 6.0402 19.0979 0.0025 0.0013 0.0008
O 4.3512 4.0566 21.3212 0.0065 0.0023 -0.005
O 5.3146 2.8262 15.6068 0.0035 0.0033 -0.0052
O 8.9451 5.4955 15.9917 -0.002 -0.0016 0.0026
O 0.5194 2.3465 11.0415 -0.0026 -0.0016 -0.001
O 5.3925 3.7328 10.4278 -0.0079 0.0016 -0.0031
O 10.8584 2.2185 19.6219 0.003 0.0023 -0.0032
O 8.9528 0.9126 18.4079 -0.0001 -0.0038 0
O 4.4003 6.8369 16.2807 0.004 -0.0023 -0.0023
O 7.3484 1.3523 16.1836 -0.0004 -0.0076 0.0048
O 10.6779 7.6657 21.2968 -0.0064 0.0028 0
O 6.181 0.993 13.8229 -0.0031 -0.001 0.0057
O 1.9869 6.4677 16.7791 -0.0047 -0.0039 -0.0015
O 7.8299 9.5814 15.3639 -0.0033 0.0056 -0.0048
O 3.7963 6.6866 21.3491 -0.0004 0.0034 -0.0014
O 7.042 5.7629 10.7738 -0.0026 0.0087 0.0049
O 5.9318 9.2094 17.3156 -0.0029 0.0049 0.005
O 2.6601 5.374 13.9275 -0.0011 -0.0015 0.0083
O 4.548 2.1306 18.0271 0.0023 0.0002 0.0056
O 10.6716 7.981 18.8347 0.0052 -0.0033 -0.0034
O 2.9236 2.1071 15.683 -0.0024 -0.0001 -0.0044
O 5.3004 5.5296 14.2342 0.003 0.0023 -0.0027
O 0.2597 8.6205 10.6553 -0.0025 0.0008 0.0073
O 1.0003 7.0833 12.6466 -0.0037 0.0027 0.0047
O 10.5877 7.44 16.3105 0.0132 0.0063 0.0011
O 7.6242 0.7922 11.5324 0.0012 0.0056 -0.001
O 8.5228 3.3227 17.3108 0.005 0.0009 -0.0049
O 4.4752 8.1531 19.3764 0.0025 0.0018 0.005
O 6.7917 7.4983 12.675 0.0032 0.0007 0.0102
O 7.8472 3.6239 20.3269 0.0013 0.0001 -0.0059
O 1.1598 4.2177 18.2163 -0.0064 -0.0019 -0.0048
O 10.1877 0.4537 12.0598 0.0001 -0.0051 0.0061
O 3.2183 10.8341 14.1494 0.0053 -0.0024 -0.0034
O 1.1498 4.6268 11.9508 0.0002 0.0001 -0.0006
O 4.312 3.5359 12.8737 0.0016 -0.0048 0.0086
O 8.618 6.024 21.1858 0.0019 0.0009 -0.0047
O 10.6964 10.3325 20.105 0.0001 0.0064 -0.0049
O 4.9981 8.061 10.8329 0.0045 0.0072 0.0003
O 8.0871 5.5393 18.5906 0.0001 0.0047 0.005
O 10.2703 10.024 14.5989 0.0049 0.002 -0.0058
O 2.949 3.0583 10.6731 -0.0032 -0.0023 0.0014
O 2.4491 8.3298 14.9298 -0.009 0.0025 -0.0046
O 8.9417 9.7071 10.2859 -0.0011 0.0041 0.0033
O 1.3113 0.1911 15.8322 0.0004 -0.0017 0.0043
O 5.8991 10.0149 12.059 -0.0008 -0.0079 0.0043
O 8.4689 9.6283 12.8109 -0.0034 0.0013 0.0002
O 1.1956 1.6145 13.5763 -0.0001 0.0057 0.0006
O 9.8485 2.9243 13.0471 0.0085 -0.0015 0.0056
O 9.0954 7.2582 11.3613 0.005 0.0057 -0.0012
O 6.2479 1.576 20.1738 0.0013 0.0001 -0.0005
O 1.872 3.5588 20.6809 0.0016 -0.0028 -0.0058
O 9.2329 7.5668 14.2105 -0.0025 -0.0028 -0.0058
O 9.9315 1.3389 16.0663 -0.0019 0.0082 -0.0046
O 10.4134 9.9185 17.1969 0.0024 0.0122 0.0016
O 8.7996 1.1841 20.9321 0.0009 -0.0047 0.0002
O 2.4876 7.3844 10.466 -0.0003 0.0002 -0.0016

Results
free energy: -133245.951 eV
free energy less fixed offsets of H -15.71, O -570.45, Si -639.56 eV per atom: -2.771 eV

The program warned: the cutoff lies below the one the program advises for these potential files; the forces do not sum to zero within the program's tolerance; empty levels may hold ghost states of the PAW files; the exchange-correlation potential is rough where the density is thin.
